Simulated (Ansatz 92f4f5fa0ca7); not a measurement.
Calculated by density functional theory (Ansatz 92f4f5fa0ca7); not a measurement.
Periodic cell of 220 atoms, Si132O88, from a study of silicon, its oxide and their interface. The atomic structure is a simulated model.
This geometry differs little from another in the collection (a relaxation step or a small displacement).

Settings
functional: r2SCAN
potential files: Ansatz PAW
basis: plane waves
wave-function cutoff: 800 eV
density cutoff ratio: 5
exchange-correlation grid ratio: 1
k mesh: 1 x 1 x 1, shifted by 0.5 0.5 0 of a step
self-consistency stop: 1e-10 eV per atom in the density residual
occupations: fixed
spin: none
net charge: 0

Cell vectors (angstrom)
a	10.888	0	0
b	0	10.888	0
c	0	0	31.9804

Atoms and the computed forces on them: element, x, y, z (angstrom), force x, y, z (eV/angstrom)
Si	0.6307	-0.4241	0.0672	-0.0044	0.0113	-0.0336
Si	2.8949	2.7587	0.4009	-0.0007	0.0019	-0.0293
Si	1.0494	5.1503	-0.1978	-0.0057	-0.0005	-0.045
Si	2.3753	8.6815	0.1515	0.0106	-0.0061	-0.025
Si	4.9673	0.4787	0.1141	0.0018	-0.0037	-0.031
Si	7.7322	3.1471	-0.1566	0.0054	-0.0005	-0.0397
Si	5.5205	5.3598	0.1377	-0.008	0.0044	-0.0338
Si	8.37	8.1042	-0.1002	0.0015	-0.0015	-0.0377
Si	1.3804	1.3376	1.4736	-0.0022	-0.0006	-0.0018
Si	4.2141	4.1541	1.6602	-0.0007	0.0003	-0.0023
Si	1.5746	6.828	1.3784	-0.002	-0.0012	-0.0015
Si	4.0068	9.6983	1.4586	-0.0025	-0.0031	0.0007
Si	6.7798	1.4484	1.2303	-0.0011	-0.0002	0.0038
Si	9.4011	3.9849	1.305	0.0093	0.0039	-0.0116
Si	6.848	6.9084	1.2993	0.002	-0.0001	0
Si	9.6887	9.5015	1.2574	-0.0019	0	0.0054
Si	-0.0933	2.6884	2.7191	0.0026	0.0005	-0.0042
Si	2.7056	0.0575	2.9165	0.0004	0.0018	0.0008
Si	0.0392	8.0887	2.7019	0.0025	0.0001	-0.0018
Si	2.8105	5.5293	2.878	-0.0036	-0.0008	-0.0021
Si	5.5722	2.7123	2.8451	0.0006	-0.0047	0.0034
Si	8.2108	0.0262	2.5474	0.001	-0.0014	-0.0035
Si	5.4597	8.2543	2.6658	0.0002	0.0002	0.0016
Si	8.1884	5.4968	2.6815	-0.0004	0.0043	0.0014
Si	1.3248	4.1007	4.0495	0.0006	-0.0005	-0.0017
Si	4.1336	1.3968	4.1787	-0.0014	0.0018	0.0026
Si	1.3498	9.4821	4.1268	-0.0025	-0.0042	-0.0004
Si	4.1695	6.8985	4.1477	-0.0018	-0.0001	-0.0021
Si	6.8955	4.1218	4.1259	-0.0011	-0.0023	-0.0008
Si	9.4894	1.3276	4.073	-0.0018	-0.0001	0.0001
Si	6.8446	9.5905	4.0016	-0.0017	0.0007	0.0041
Si	9.5379	6.8049	4.0857	-0.0014	0.0006	0.0008
Si	-0.0314	-0.0242	5.4344	0.0001	0.0001	0.0013
Si	2.6985	2.755	5.4373	-0.0018	0.0022	0.0008
Si	-0.0038	5.4385	5.4544	-0.0012	-0.0001	-0.0001
Si	2.7473	8.1849	5.5002	-0.001	-0.0001	0.0017
Si	5.4843	-0.0061	5.4661	0.0026	-0.0011	-0.0025
Si	8.2	2.7194	5.475	-0.0022	-0.0001	-0.0007
Si	5.4885	5.4676	5.4574	0.001	-0.0019	-0.0004
Si	8.1655	8.1953	5.3949	-0.0042	-0.0004	-0.0006
Si	1.3494	1.35	6.7776	-0.0015	-0.0006	0
Si	4.0682	4.1125	6.7783	-0.0019	0.0024	0.0016
Si	1.3653	6.7951	6.8131	-0.0004	0.0013	-0.0005
Si	4.1063	9.5402	6.8451	-0.0006	-0.0003	0.0005
Si	6.8116	1.372	6.8236	-0.0001	-0.0002	-0.0004
Si	9.55	4.0722	6.8363	-0.0021	0.0005	-0.0012
Si	6.8314	6.8271	6.7972	-0.0007	-0.0002	-0.0005
Si	9.5039	9.5268	6.791	0.0007	-0.0002	-0.0016
Si	0.0063	2.6875	8.1734	-0.0022	-0.0013	-0.0018
Si	2.7008	0.0058	8.1665	-0.0005	-0.0017	0.0012
Si	-0.0202	8.1715	8.1362	-0.0014	-0.0009	0.0009
Si	2.7193	5.4297	8.1678	-0.0013	-0.0014	-0.0002
Si	5.4032	2.7312	8.1371	0.0017	-0.002	0.0003
Si	8.1516	-0.0241	8.1648	-0.0025	0.0007	-0.0009
Si	5.4519	8.1408	8.1783	-0.0025	-0.0002	0.0004
Si	8.1604	5.4462	8.1638	-0.0007	-0.0009	-0.0012
Si	1.364	4.0558	9.5161	-0.0019	-0.0004	-0.0006
Si	4.0579	1.3704	9.5153	-0.0012	-0.0003	-0.0007
Si	1.3376	9.5056	9.5168	-0.0011	-0.0003	-0.0006
Si	4.0804	6.7747	9.5279	-0.0019	0.0006	0.0012
Si	6.7563	4.0849	9.499	-0.0012	-0.0006	-0.0023
Si	9.516	1.3166	9.5155	-0.0012	0.0002	-0.0017
Si	6.7993	9.5027	9.5346	-0.0013	-0.0006	0.0011
Si	9.5024	6.8373	9.504	-0.0009	0.0016	-0.002
Si	-0.0421	-0.0573	10.9	-0.0006	-0.0014	-0.0011
Si	2.7048	2.704	10.9062	-0.0017	0.0003	-0.0004
Si	-0.0142	5.4652	10.7936	-0.0013	0.0013	0.0016
Si	2.7049	8.1287	10.8596	-0.0022	0	0.0009
Si	5.4042	-0.0328	10.8438	0.0005	0.0003	-0.002
Si	8.0969	2.6699	10.8048	-0.0025	-0.0004	-0.0003
Si	5.4166	5.4216	10.9211	-0.0013	-0.0008	-0.0029
Si	8.1389	8.1504	10.9316	0.0003	-0.001	-0.0025
Si	1.3261	1.3105	12.2172	0.0017	-0.0008	0.0019
Si	4.0573	4.055	12.2903	-0.0027	-0.0003	0.0043
Si	1.3442	6.7604	12.2084	-0.0006	-0.0018	0.0042
Si	4.0582	9.4898	12.2066	-0.0004	0.0023	0.0035
Si	6.7581	1.2969	12.2037	0.0016	-0.0022	0.0034
Si	9.4461	4.1112	12.0331	-0.0023	0.0028	0.002
Si	6.7561	6.7984	12.297	0.001	-0.0016	0.0033
Si	9.4916	9.492	12.3242	-0.0016	0.0011	-0.0012
Si	-1.6396	1.6975	14.7167	0.0038	-0.004	0.028
Si	2.6637	-0.0845	13.5745	0.0003	-0.0017	-0.0058
Si	-0.0135	8.0794	13.6237	-0.0025	-0.0022	0.0017
Si	2.671	5.4037	13.6388	-0.0009	-0.0001	-0.0001
Si	5.3829	2.6153	13.5948	0.0004	-0.0011	-0.0028
Si	8.0807	-0.037	13.6633	-0.0028	0.0016	-0.0045
Si	5.379	8.157	13.6667	0.0019	-0.0002	-0.0037
Si	8.1194	5.3479	13.534	0.0012	-0.0022	0.0024
Si	1.0412	4.1585	14.806	0.0004	-0.0072	0.032
Si	4.2059	1.0378	14.9168	-0.0031	0.005	0.0297
Si	1.559	9.2349	14.941	-0.008	0.002	0.0352
Si	3.7718	7.0187	14.9669	0.0068	-0.0039	0.0347
Si	6.9644	3.77	14.8576	-0.0087	0.0068	0.04
Si	10.7783	2.7624	13.3479	-0.0004	0.0015	0.0029
Si	6.4728	9.7451	15.0375	0.003	-0.0084	0.0439
Si	9.762	6.3918	14.8195	-0.0039	0.0054	0.036
Si	2.7316	2.7636	17.0343	0.0028	0.0118	0.0602
Si	14.0454	1.341	27.9164	0.0064	0.0039	-0.0542
Si	-6.7695	7.2583	29.9897	0.0002	-0.0052	-0.0743
Si	9.0277	-4.2582	17.7756	-0.0041	-0.014	0.067
Si	9.4161	3.3916	29.239	0.0087	-0.0089	-0.0637
Si	21.5328	10.9008	16.869	-0.0117	-0.0003	0.066
Si	12.6871	-7.9899	23.5161	0.0048	0.0023	-0.0023
Si	6.8327	16.2367	19.2884	0.0134	0.0012	0.0528
Si	4.9694	-5.8789	17.0109	-0.0067	-0.0061	0.0673
Si	6.1722	3.3641	24.6367	0.0007	0.0004	-0.0164
Si	1.5258	-5.4389	21.6754	0.0043	0.0062	0.0244
Si	-8.7053	-2.7015	22.3793	0.0007	0.0014	0.0054
Si	3.173	10.9114	23.0778	0.0043	0.0013	-0.0023
Si	-14.2305	-3.32	21.3085	0.0045	0.0026	0.0262
Si	11.5676	12.8843	19.0315	-0.0141	0.0072	0.0532
Si	14.5353	8.6504	24.8544	-0.0006	0.004	-0.0283
Si	-10.7614	-3.217	27.2897	0.0052	0.0054	-0.0537
Si	9.9282	1.2006	21.4265	-0.0088	-0.0007	0.0211
Si	14.3999	3.7148	26.0554	0.0021	-0.003	-0.0379
Si	0.6346	-9.6771	29.3597	0.013	0.0081	-0.0736
Si	-2.8855	-1.4791	17.713	0.0026	0.0018	0.0764
Si	-0.6968	6.3655	29.8825	-0.0021	0.0084	-0.0697
Si	-11.3589	1.3233	24.4204	0.0067	0.0047	-0.0126
Si	18.5134	10.5078	20.4595	0.0027	0.0043	0.0457
Si	-4.5935	-1.3918	29.9673	0.0018	0.0024	-0.0621
Si	-2.6428	13.263	26.4794	-0.0059	-0.0049	-0.0463
Si	6.1695	0.7955	22.7772	-0.0029	0.0011	0.0087
Si	18.1282	5.6761	23.5228	-0.0019	-0.0003	-0.0005
Si	-4.4711	-1.3726	24.9016	0.0024	-0.0039	-0.0219
Si	0.8913	-0.1541	26.7588	0.0058	-0.0063	-0.0406
Si	6.0773	-10.6142	27.4905	-0.0022	0.0096	-0.0571
Si	13.8736	-4.2326	27.0944	-0.0091	-0.0006	-0.0564
Si	-2.4555	3.9739	21.2176	0.0012	-0.0033	0.0222
Si	-2.1052	-3.3761	25.1218	-0.008	0	-0.024
Si	10.723	15.7142	19.3424	-0.0007	0.0013	0.0487
Si	10.326	7.3986	22.4334	0.006	0.0011	0.0071
O	-3.97	7.0308	-9.2761	0.0019	-0.0009	-0.0056
O	-12.2178	-6.077	-11.5362	0.0083	0.0015	-0.0188
O	0.656	-1.7325	-5.0266	-0.0027	-0.0029	0.0163
O	-11.0296	-7.5326	-13.3266	0.0032	-0.009	-0.0177
O	4.574	27.803	-1.03	0.0104	-0.0146	0.037
O	-1.9482	2.4809	-10.5104	0.0023	0.0009	-0.0085
O	8.3528	13.6944	-1.6457	-0.016	-0.0004	0.0473
O	2.5701	3.4607	-7.1861	0.0099	-0.0009	0.0115
O	2.074	3.9021	-0.4886	0.0065	-0.0066	0.0223
O	3.7683	-6.9194	-14.8318	0.0003	-0.0045	-0.0223
O	-1.5754	-0.8418	-14.925	0.0131	0.0101	-0.0255
O	12.1119	-5.7948	-11.8581	-0.0078	-0.004	-0.025
O	9.0393	3.0582	-4.2799	0.0113	0.0133	0.0453
O	3.9359	12.5823	-0.34	-0.0027	-0.0004	0.0198
O	13.857	-2.7143	-1.3054	-0.0153	0.0125	0.0376
O	-10.9156	-5.6027	15.3246	0.0023	-0.002	-0.0227
O	-1.396	5.01	29.328	0.0052	0.0041	0.0228
O	10.2791	1.2175	15.877	-0.0138	0.0146	-0.0381
O	3.4685	1.5371	16.2879	0.0084	-0.0126	-0.0341
O	11.8147	20.8499	16.268	0.0119	-0.0127	-0.0318
O	4.4448	6.371	16.3125	-0.0079	0.0135	-0.0349
O	0.403	1.6479	20.6183	0.008	0.0018	-0.024
O	11.0798	16.8424	22.478	-0.0002	-0.0003	-0.0042
O	13.5599	-2.7479	15.4654	-0.0033	0.0005	-0.0175
O	6.1998	4.4045	16.1521	0.0169	-0.0119	-0.0399
O	6.8412	-4.1981	20.1713	-0.0029	-0.011	-0.0232
O	28.6094	-11.237	23.7172	-0.0016	-0.0039	0.0067
O	10.4478	6.0666	18.3309	-0.0098	0.0116	-0.0321
O	16.3132	5.2638	18.5341	-0.0176	-0.0045	-0.04
O	19.9859	6.943	16.2007	0.0073	-0.0031	-0.0591
O	-14.3049	-18.303	25.5862	0.0098	-0.0054	0.0155
O	8.132	2.7234	15.373	-0.0021	0.0005	-0.0176
O	9.7651	7.3025	26.3584	0.013	0.0013	0.0243
O	4.9373	13.9782	25.623	-0.0035	0.0008	0.013
O	12.8718	-6.8409	22.3729	-0.0014	0.0012	-0.0039
O	6.3769	-8.655	23.4949	0.0024	0.0005	0.0048
O	15.4947	0.5397	22.6075	0.0022	-0.0004	-0.0016
O	7.3545	-0.5216	18.8606	0.0086	-0.0095	-0.0437
O	17.6167	10.1445	28.5618	-0.0001	-0.0144	0.0438
O	9.1957	10.8832	20.6299	-0.0023	-0.0031	-0.0111
O	13.1588	12.2738	23.074	-0.003	0.0014	-0.0011
O	-7.4069	8.0096	26.3301	-0.0027	-0.0109	0.0222
O	-0.7866	0.6788	22.9585	0.0009	0.0027	-0.0043
O	18.0791	9.1138	21.1387	0.0026	0.0038	-0.0122
O	28.5598	0.7427	21.2747	0.0064	-0.0037	-0.0112
O	5.7793	-0.5417	26.1343	0.0009	0.0058	0.0289
O	7.7371	8.7198	25.3742	0.0013	-0.0036	0.0087
O	-7.3287	-15.089	28.598	0.0137	0.0093	0.0533
O	-3.9229	-1.7242	16.4931	-0.0144	0.005	-0.0478
O	24.3015	28.5364	21.6244	-0.0005	-0.003	-0.0057
O	0.1873	0.6728	18.2632	-0.0055	-0.0143	-0.0391
O	-1.7262	-3.4694	21.318	-0.0087	0.0019	-0.0078
O	0.0828	-10.2622	27.9387	-0.0023	0.0094	0.0378
O	-6.1808	0.9194	28.0776	0.0025	-0.0048	0.0162
O	3.0324	-8.0404	27.3288	-0.0051	-0.0114	0.0193
O	-4.9459	4.8028	23.917	0.0013	-0.0001	0.0032
O	7.1096	14.9581	20.263	-0.0079	0.0062	-0.0224
O	-10.1015	-4.9462	30.3894	0.0111	-0.0105	0.0398
O	7.9872	-4.755	24.8761	0.0058	0.0023	0.0053
O	-16.3585	-2.7164	29.7061	-0.0016	0.0025	0.025
O	0.2662	2.7213	24.0281	-0.001	-0.0008	0.0052
O	1.5147	3.3063	16.1155	-0.0098	0.015	-0.0385
O	-2.3908	8.0276	18.4164	0.0026	0.0024	-0.0279
O	-1.6153	7.0168	31.052	-0.0136	0.0137	0.0363
O	0.2656	0.1741	30.5485	-0.0003	-0.0253	0.0501
O	12.2511	-4.2442	27.0836	-0.0075	0.0022	0.0172
O	5.2167	-2.3691	24.4389	0.0013	0.0006	0.0071
O	-1.7216	1.5936	25.4002	-0.0065	0.0067	0.0168
O	-1.2008	7.8369	23.8335	-0.0013	-0.0018	0.0039
O	11.4942	-2.4223	22.1214	-0.0018	0.0001	0.0014
O	-8.6916	-8.599	18.5014	0.013	0.0026	-0.0345
O	10.8313	2.6594	29.574	-0.0029	0.0008	0.0231
O	-7.3566	-5.5937	26.3992	-0.0007	0.0091	0.0164
O	2.2603	1.3457	29.2789	-0.0132	0.0013	0.0321
O	2.8068	9.6676	22.0566	-0.0001	0.0007	-0.0017
O	7.9644	5.4691	18.1346	0.0101	0.0084	-0.0284
O	-2.7005	4.7107	22.6308	-0.0009	-0.0033	-0.0086
O	27.1242	10.8709	15.42	-0.0018	0.0012	-0.0184
O	0.4437	0.2873	25.2701	0.0049	-0.0043	0.0189
O	10.4836	4.5722	32.2012	-0.008	-0.0031	0.019
O	10.4309	7.5252	28.7878	-0.0101	-0.0137	0.0411
O	-3.7205	-9.4928	27.1547	-0.0023	-0.0079	0.022
O	2.6357	7.8164	23.9006	-0.0022	-0.0006	0.0048
O	-7.648	-0.6727	24.5577	0.0001	-0.0015	0.0061
O	-3.2861	9.085	30.8183	0.0124	-0.0109	0.0315
O	5.4345	10.6251	30.7268	-0.0119	0.0134	0.0379
O	6.5691	4.2636	31.4802	-0.0003	0.0021	0.0146
O	2.4502	0.242	26.9544	0.0024	0.0056	0.0249

Results
free energy: -134624.620 eV
free energy less fixed offsets of O -570.45, Si -639.56 eV per atom: -3.100 eV

The program warned: the cutoff lies below the one the program advises for these potential files; the forces do not sum to zero within the program's tolerance; empty levels may hold ghost states of the PAW files; the exchange-correlation potential is rough where the density is thin.
